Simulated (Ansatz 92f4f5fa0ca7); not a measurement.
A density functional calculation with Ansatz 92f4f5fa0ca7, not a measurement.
Periodic cell of 171 atoms, Si99O72, from a study of silicon, its oxide and their interface. The atomic structure is a simulated model.

Settings: functional PBE; potential files Ansatz PAW; basis plane waves; wave-function cutoff 700 eV; density cutoff ratio 5; exchange-correlation grid ratio 2; k mesh 2 x 2 x 1, shifted by 0.5 0.5 0.5 of a step; self-consistency stop 5e-08 eV per atom in the density residual; occupations Fermi-Dirac, 0.05 eV; spin none; net charge 0.

Cell vectors (angstrom)
a, 11.695, 0.0528, 0.0611
b, -0.1328, 11.7989, -0.082
c, 1.2621, -2.1588, 21.6509

Atoms and the computed forces on them: element, x, y, z (angstrom), force x, y, z (eV/angstrom)
Si, 0.9817, -1.9258, 0.1967, -2.1106, 4.7533, -0.6951
Si, 0.7446, 2.2447, 0.1325, -1.0806, 2.3172, -0.5802
Si, 0.5871, 5.5182, -0.0795, -1.0961, -6.1381, 6.9141
Si, 4.3082, -1.0402, 0.1491, 1.9003, 1.1823, 1.7998
Si, 4.7475, 2.0905, 0.2393, 0.406, -2.9943, -0.7573
Si, 4.4621, 6.1735, 0.2254, -3.5357, -0.2815, -2.0708
Si, 8.1669, -1.9213, 0.1563, 0.7105, -2.4089, -2.0117
Si, 8.7842, 2.5385, -0.3624, 0.6992, 0.3124, -0.7747
Si, 8.1917, 6.6751, -0.0791, -0.5561, 0.8427, 1.6192
Si, 2.4473, 10.3218, 1.4975, 1.2952, -0.7369, 2.1927
Si, 2.6952, 2.2433, 1.479, -0.0161, -1.1158, -0.4766
Si, 2.307, 6.042, 1.3774, 1.7596, -0.7266, 0.8183
Si, 6.2493, 10.1927, 1.3935, -1.7645, 0.7962, 0.4299
Si, 6.8317, 2.2323, 1.3298, -0.7543, -0.3054, 0.286
Si, 6.2495, 6.0747, 1.4167, 2.7629, 0.2203, 0.729
Si, 10.324, 10.342, 1.1987, -0.2658, -0.9133, -0.4895
Si, 10.348, 2.3726, 1.4524, 0.7287, 0.5515, -0.5127
Si, 10.2628, 6.1345, 1.311, 0.3813, -0.5787, -0.5486
Si, 2.5661, 0.337, 2.9928, -0.1084, 0.6843, -0.2814
Si, 2.5708, 4.0798, 2.8416, -0.2672, 0.8078, -0.224
Si, 2.4711, 7.9882, 2.7485, -0.4382, 1.1253, -0.1656
Si, 6.5211, 0.2843, 2.9226, 1.3858, 0.2385, -1.7959
Si, 6.4348, 4.1853, 2.7704, -0.3754, -0.8637, -0.0201
Si, 6.3405, 8.1701, 2.6601, -0.4916, -0.3982, -0.2243
Si, 10.2653, 0.4216, 2.7055, 1.4931, -0.7467, -0.0314
Si, 10.2724, 4.2462, 2.8881, -0.1555, 0.2335, -0.095
Si, 10.3082, 8.1769, 2.6202, -0.5374, 0.8076, -0.1815
Si, 0.5393, 0.2315, 4.2704, -0.3063, 0.1491, -0.5619
Si, 0.6596, 4.1284, 4.1651, -1.1617, -0.6097, -0.647
Si, 0.4492, 8.171, 4.0947, 0.5807, -1.6774, -0.5976
Si, 4.6442, 0.3271, 4.1227, -1.3822, 0.0175, 1.9384
Si, 4.4482, 3.9164, 4.2661, 0.5866, 1.8358, -1.961
Si, 4.4432, 8.0411, 4.0538, -0.258, 0.0246, 0.5501
Si, 8.5084, 0.1975, 4.096, -0.8343, -0.1302, 1.6288
Si, 8.225, 4.1664, 4.2376, 1.2911, -0.9455, 0.0228
Si, 8.2618, 8.1479, 3.9757, 0.9917, -0.1451, 0.4242
Si, 0.604, 9.9789, 5.4702, -0.9023, 1.0955, 0.801
Si, 0.3987, 2.2252, 5.559, 0.7942, -0.4297, 0.0283
Si, 0.4308, 6.0106, 5.4103, 0.7093, 1.4009, 0.7236
Si, 4.3938, 10.0903, 5.4499, -0.0809, -0.1792, -0.3611
Si, 4.5822, 2.25, 5.6897, -0.892, -2.2434, 0.2912
Si, 4.3724, 5.9756, 5.3642, 0.3072, 0.8932, 0.8504
Si, 8.2595, 10.0682, 5.4529, -0.3103, -0.2509, -0.1193
Si, 8.4705, 2.0219, 5.6586, -2.2808, 0.9078, -2.0319
Si, 8.3458, 6.1611, 5.3711, -0.4361, 0.5549, 0.7384
Si, 2.6498, -1.7485, 7.0303, 0.0489, -0.4513, -0.0765
Si, 2.4524, 2.1188, 6.8511, 0.0005, 0.6817, -1.1678
Si, 2.434, 6.0527, 6.875, -0.7724, 0.5473, -1.4953
Si, 6.3632, -1.7837, 6.9954, 0.6407, 1.1798, -0.2465
Si, 6.487, 2.1492, 7.019, 1.7347, 0.0644, 0.2479
Si, 6.3579, 6.1553, 6.7466, 0.2562, -1.481, -1.5447
Si, 10.1793, 10.0268, 6.8117, 0.7782, 0.416, -0.6837
Si, 10.1772, 2.2626, 7.0025, 1.3061, 0.7929, 1.3303
Si, 10.2198, 6, 6.8917, 0.3883, 0.9012, -1.103
Si, 2.7236, 0.3656, 8.2418, -2.0395, -1.082, 0.5339
Si, 2.4233, 4.09, 8.055, -1.4806, -0.4064, 0.1481
Si, 2.2544, 7.9245, 8.3009, 0.8641, 0.3333, 1.1291
Si, 6.5481, 0.2922, 8.5589, -1.2701, -1.1085, 0.4447
Si, 6.6662, 4.2397, 8.1664, -2.6415, -0.359, -1.7912
Si, 6.2102, 7.9674, 8.0076, -0.393, 0.6184, 1.3035
Si, 10.2888, 0.2734, 8.1895, -0.6103, -1.2212, 0.8017
Si, 10.2631, 4.2751, 8.3996, -0.6096, -0.4698, 1.0124
Si, 10.1615, 8.0403, 8.0699, -0.1797, -0.6137, 0.0945
Si, 0.5193, -0.0398, 9.4418, 1.2957, -0.5633, -1.8762
Si, 0.6163, 4.1369, 9.665, 0.2827, 2.0519, -1.3188
Si, 0.0534, 8.7175, 9.5841, 0.8337, -1.9222, -2.0012
Si, 4.3368, 0.9942, 9.6817, 2.5264, -0.9076, 0.4835
Si, 4.402, 4.1321, 9.0126, 2.6211, 1.0018, 1.712
Si, 4.427, 7.3833, 9.5147, -0.7579, -1.0904, -1.8076
Si, 8.5189, -0.7246, 9.7346, 1.3192, -0.3838, 1.3914
Si, 8.1318, 4.82, 9.6871, 1.9368, -0.0433, 2.0351
Si, 8.1659, 7.8947, 9.2361, -0.0003, -1.1343, -0.8775
Si, 7.9951, -1.8289, 17.2494, 1.6354, -0.7149, -1.3262
Si, -0.1565, 3.5281, 16.7843, 1.3167, 4.5903, 1.5821
Si, 1.1923, 0.7659, 16.7587, 2.6286, -4.4296, -5.3809
Si, 11.7061, -1.3586, 14.5655, 2.8479, 2.8332, 2.6345
Si, 5.4493, 2.9778, 13.9344, -2.3932, 3.6523, -0.0601
Si, 0.9632, 2.6694, 12.2714, -1.0004, 2.2961, 1.584
Si, 8.1128, 6.0649, 19.148, 0.0672, 0.4658, 8.9955
Si, 2.17, 5.6483, 20.1471, 3.0151, -1.3195, -1.9966
Si, 9.4604, 2.2427, 18.8095, 5.1457, 0.2496, -5.2721
Si, 3.6422, 1.2246, 12.4446, 2.9247, -2.7907, 2.8668
Si, 1.7003, 8.0244, 13.7336, 0.2746, -2.5936, 1.9292
Si, 6.2831, 5.8836, 14.0003, -3.4283, 0.3383, 0.4994
Si, 6.4127, 2.1345, 19.5425, 0.3298, -1.0469, 1.2803
Si, 8.7765, 0.8259, 16.2401, 6.4244, -3.7692, -3.3011
Si, 1.5271, -3.8707, 19.0472, 0.7172, 1.4909, -0.0648
Si, 1.1138, 6.6324, 16.6615, -3.4867, -0.7488, -2.8752
Si, 10.3621, 2.6653, 14.3213, -1.221, 4.6948, -0.46
Si, 7.7907, 7.046, 16.4041, 0.6421, 4.6969, -0.1734
Si, 10.8774, -1.0697, 11.7358, -1.8615, 0.5616, -3.9515
Si, 12.2122, -0.8416, 19.3913, -3.9496, -5.7501, 1.1921
Si, 15.8751, 0.8445, 15.4183, -2.1398, -2.4445, -2.9465
Si, 8.0514, 3.8182, 12.7311, -4.6744, 3.5616, -2.5061
Si, 10.2668, -3.3571, 16.6214, 2.6324, 0.0005, -0.8894
Si, 13.3993, 5.7693, 12.1386, 1.5824, -3.3537, -3.0795
Si, 6.2517, 0.472, 17.2923, -1.4492, -0.0416, -1.9977
Si, 5.217, 6.2385, 20.0225, -1.6916, 3.0425, 0.6034
Si, 4.2156, 7.3392, 12.3617, -1.197, -0.0279, -1.2458
O, 0.9997, 5.555, 10.4703, 0.6708, -0.3231, 1.238
O, 0.7095, 3.8493, -0.5372, 0.019, 0.9438, 1.2603
O, 3.8398, 0.1238, 13.8102, 0.4308, 2.8659, -0.3321
O, 2.186, 6.1412, 21.6974, 0.2014, -2.5667, -0.7691
O, 6.4656, 0.882, 20.6558, 0.1479, 1.2987, -1.4033
O, 11.1184, -2.2745, 15.681, -1.7997, -1.4503, 1.4131
O, 9.9604, 1.8563, 20.2268, 1.7694, -2.4698, 3.7569
O, 4.5819, 0.4027, -0.5684, 0.2108, 4.1276, 2.1756
O, 8.2457, 8.21, 0.6147, 0.0629, 0.8949, -1.1432
O, 4.1329, -1.718, -1.2421, -0.544, -4.6017, -3.1783
O, 9.2351, -4.1516, 15.6296, -1.0904, -1.0017, 0.3776
O, 7.5141, -2.1166, -1.5351, 0.1127, -1.7177, 0.9975
O, 4.2486, 7.7571, -0.2102, 0.1942, -0.4858, 2.0756
O, 7.3912, 1.3501, 16.3773, -6.3494, 2.4132, 1.2591
O, 9.6359, 1.3911, 14.8139, -2.9665, -2.0382, 3.1133
O, 6.4609, 5.8142, 19.1936, 3.2811, -0.4255, -2.2068
O, 0.404, 2.9515, 10.7329, -0.0195, -1.9124, 1.4387
O, 0.9678, 6.3565, 19.3429, -0.5155, 0.4503, 0.6247
O, 3.3864, 5.8967, 12.1202, -1.3293, 0.7448, -0.0068
O, 9.2169, -0.5135, 11.3327, 2.1949, -0.3718, -0.9084
O, 16.5631, 2.2651, 15.2889, 0.977, 1.4399, 0.0817
O, 0.7668, 2.2531, 16.7513, 0.6674, 0.9867, 0.4896
O, 6.9279, 2.8322, 13.3765, 1.5979, -0.404, 0.3549
O, -0.9591, 3.8326, 15.4727, -1.9917, -2.0904, -4.3963
O, 4.4981, 8.1941, 10.9179, -0.2762, -0.7583, 2.0414
O, 4.2684, 0.3417, 11.2358, -0.4429, 0.3957, -1.4278
O, 2.1307, 1.5733, 12.2896, -1.7284, 0.9043, -0.4843
O, 11.6285, 2.2099, 13.5695, 3.658, -0.1318, -3.2102
O, 7.6086, 5.4337, 13.2812, 1.8394, -2.8253, -1.3431
O, 7.9469, 3.8523, 11.0525, -0.2427, 0.7056, 0.2837
O, 8.3118, 9.3615, 9.9092, -0.6181, 2.1792, 0.2668
O, 9.4299, -2.571, 17.7577, -0.3029, 1.3142, 0.598
O, 10.7048, -0.7335, 20.1722, 0.2507, 0.7978, -0.2418
O, 5.5984, 7.1654, 13.1, 2.2026, -2.0682, 1.6879
O, 12.6752, 7.0373, 12.6387, -0.799, 3.7052, 2.1076
O, 0.8461, 5.0162, 16.8385, -0.3031, -1.5804, 0.4258
O, 4.2968, 5.4397, -1.3822, 0.6878, 0.8409, 1.3517
O, 8.1305, 6.446, 10.1344, 0.044, 0.0324, -0.2971
O, 10.9205, -0.9192, 13.2626, -0.878, 0.151, 2.0839
O, 0.8019, -0.119, 18.0503, 0.5477, 2.5248, -3.2241
O, -0.4843, 7.2768, 17.0136, 1.1053, -0.2033, -0.3903
O, 7.0531, -0.741, 18.0303, -0.2299, -0.0627, 0.8233
O, 1.6159, 6.9631, 15.1158, -0.4504, 1.2708, -1.2431
O, 4.4988, 2.6182, 9.8468, -0.464, 1.1388, -0.1223
O, 7.0706, 8.5836, 16.9019, -0.5537, -1.563, -0.554
O, 9.7356, 1.0257, 17.5162, -0.2926, 1.6964, 2.436
O, 9.4805, 3.4207, 12.9619, 5.1971, -1.862, 3.7287
O, 12.2423, -2.5722, 18.9147, -0.7249, 2.7077, 0.8505
O, 4.5516, 2.562, 12.647, -0.6279, -0.2039, 0.1646
O, 0.557, 0.0475, 15.3023, -0.667, -1.3398, 0.7698
O, 1.373, 4.2658, 12.7518, -0.0149, -1.5838, -0.0222
O, 8.5576, -0.8279, 15.9951, 0.0088, -0.0633, 0.4706
O, 16.8125, -0.0893, 16.271, 3.7369, -0.7908, 2.3915
O, 8.4113, 6.3006, 17.7108, 1.0573, -0.0343, -5.8648
O, 0.5052, 10.1008, 8.8803, 0.2356, 2.0101, 0.6579
O, 12.0999, 0.0188, 11.1512, -1.7836, -1.4129, 0.2317
O, 0.5868, 6.2184, -1.3796, 0.2177, 3.7946, -7.0124
O, 2.5878, -3.4138, 20.2533, -0.866, -1.5186, 1.2343
O, 7.9906, 2.5254, 19.0353, -6.5723, 0.4599, 0.115
O, 5.5103, 1.5357, 18.3171, 1.0681, -0.4785, -0.7357
O, 10.4434, 3.4892, 18.013, -1.6454, -1.5497, 2.4508
O, 13.3443, -0.5946, 20.3847, 3.1188, 0.1815, 3.1146
O, 7.7189, 6.9532, -1.6506, -0.886, 1.1043, -1.1788
O, 2.0603, 7.5855, 17.5087, 1.3966, 0.5273, 1.0947
O, 3.2786, 8.1823, 13.3663, -0.7567, 0.698, 0.0658
O, 4.5739, 5.7029, 9.8429, -0.2639, -0.2749, -0.9972
O, 5.0902, 4.656, 14.3019, 2.6807, -0.5547, -1.0863
O, 2.8593, 0.6291, 16.1735, -4.6785, 1.216, 3.1395
O, 1.1484, 9.5178, 13.8779, 0.1944, -0.3183, -0.5921
O, -0.6102, 9.0786, 11.0178, -0.4359, 1.9932, 1.7199
O, 6.6894, 6.398, 15.5073, -0.7905, -0.9336, -0.5074
O, 3.7993, 5.7869, 19.3865, -3.0402, -0.2708, 1.0278

Results
free energy: -103866.285 eV
free energy less fixed offsets of O -569.03, Si -635.61 eV per atom: 29.265 eV
pressure: -0.16 GPa
stress xx, yy, zz, yz, xz, xy (GPa, positive in tension): -1.16, 2.73, -1.09, -0.65, -1.01, 1.05

The program warned: the cutoff lies below the one the program advises for these potential files.
